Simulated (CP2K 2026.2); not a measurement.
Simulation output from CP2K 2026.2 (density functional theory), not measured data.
Periodic cell of 504 atoms, Si360O144, from a study of silicon, its oxide and their interface. The atomic structure is a simulated model.
Doubt: the forces sum to 0.99 eV/angstrom along one axis rather than to zero, so they err by at least 0.0020 eV/angstrom per atom on average; the grid cutoff is modest.

Settings: functional PBE; method Gaussian and plane waves; basis set DZVP-MOLOPT-SR-GTH; pseudopotentials GTH-PBE; grid cutoff 350 Ry, relative cutoff 50 Ry; k points Gamma only; occupations fixed; spin none; net charge 0.

Cell vectors (angstrom)
a 16.32 0 0
b 0 16.32 0
c -4.3367 0.6108 33.4988

Atoms and the computed forces on them: element, x, y, z (angstrom), force x, y, z (eV/angstrom)
Si 1.669 14.849 0.125 -0.28 0.092 0.722
Si 4.374 1.11 0.188 -0.116 0.17 0.83
Si 1.177 4.207 0.266 0.173 -0.053 0.719
Si 0.005 7.033 33.498 -0.166 0.313 0.651
Si 1.026 9.801 0.057 0.115 -0.145 0.73
Si -0.564 13.117 33.482 0.208 -0.218 0.75
Si 6.488 15.134 0.103 0.229 -0.073 0.762
Si 9.76 1.157 0.006 -0.216 0.038 0.826
Si 6.656 4.22 0.002 0.248 -0.141 0.751
Si 9.307 7.245 0.063 0.03 -0.28 0.75
Si 7.063 9.447 0.031 -0.286 0.068 0.703
Si 5.404 12.317 33.433 -0.229 0.494 0.677
Si 11.923 15.215 0.016 0.142 -0.135 0.789
Si 14.834 1.656 0.268 -0.014 -0.299 0.736
Si 8.097 4.263 33.379 -0.185 0.461 0.715
Si 15.296 6.461 0.051 -0.252 0.186 0.837
Si 12.126 9.7 0.327 0.076 -0.077 0.724
Si 15.127 12.051 0.069 -0.114 0.235 0.678
Si 2.778 16.343 1.504 0.011 0.004 -0.021
Si 5.52 2.72 1.42 0.001 0.025 -0.02
Si 2.791 5.404 1.446 -0.015 0.028 0
Si 5.398 8.2 1.169 0.002 -0.022 -0.08
Si 2.665 10.912 1.316 0.013 0.011 -0.09
Si 5.381 13.55 1.392 -0.056 0.014 -0.072
Si 8.155 16.301 1.29 0.012 -0.033 -0.073
Si 10.904 2.669 1.37 -0.005 -0.021 -0.069
Si 8.235 5.47 1.23 -0.009 0.023 -0.05
Si 10.841 8.205 1.542 0.009 -0.039 -0.037
Si 8.209 10.836 1.49 0.002 0.009 -0.027
Si 10.768 13.54 1.188 -0.017 -0.036 -0.022
Si 13.564 16.32 1.348 0.018 -0.047 -0.04
Si -0.01 2.767 1.637 0.013 -0.001 -0.014
Si 13.528 5.397 1.193 -0.012 -0.061 -0.098
Si -0.008 8.141 1.361 0.015 -0.007 -0.045
Si 13.65 10.944 1.511 0.021 0.021 -0.018
Si 0.01 13.647 1.318 -0.002 0.056 -0.056
Si 1.38 1.346 2.838 0.016 -0.007 0.025
Si 4.111 4.024 2.788 -0.007 -0.017 0.018
Si 1.413 6.839 2.73 -0.02 -0.004 0.021
Si 4.068 9.526 2.618 -0.012 -0.011 -0.014
Si 1.338 12.269 2.723 0.01 0.008 0.051
Si 4.097 14.927 2.826 0.014 -0.006 0.041
Si 6.884 1.356 2.734 -0.01 -0.019 0.031
Si 9.554 4.11 2.652 -0.044 -0.021 -0.013
Si 6.794 6.821 2.598 0.014 0.018 0.044
Si 9.517 9.535 2.91 -0.007 0.001 0.023
Si 6.799 12.235 2.723 -0.009 0.02 0.018
Si 9.472 14.893 2.651 0.036 0.018 0.013
Si 12.247 1.341 2.77 0.007 0.027 0.014
Si 14.862 4.163 2.787 -0.059 0.033 0.061
Si 12.249 6.744 2.683 0.05 -0.019 0.031
Si 14.967 9.478 2.774 0.019 -0.008 0.04
Si 12.191 12.323 2.704 -0.015 0.027 0.011
Si 14.944 14.968 2.69 -0.004 -0.011 0.01
Si -0.021 16.293 4.109 -0.02 -0.018 -0.002
Si 2.741 2.707 4.161 0.019 0.023 0.014
Si -0.006 5.496 4.085 -0.016 0.011 -0.035
Si 2.756 8.198 4.073 -0.004 -0.014 -0.006
Si 0.012 10.872 4.091 -0.002 0.012 -0.025
Si 2.699 13.58 4.134 -0.011 0.012 -0.015
Si 5.492 16.327 4.104 -0.021 -0.015 -0.025
Si 8.215 2.748 4.063 0.01 -0.005 -0.024
Si 5.478 5.459 4.05 0.005 0.026 -0.046
Si 8.105 8.121 4.105 0 -0.029 -0.023
Si 5.428 10.851 4.039 -0.009 0.008 -0.015
Si 8.14 13.6 4.088 0.003 0.022 0.001
Si 10.847 16.272 4.048 0.003 -0.026 -0.04
Si 13.574 2.73 4.132 0.03 -0.014 -0.013
Si 10.895 5.418 4.07 0.013 0.013 0.004
Si 13.584 8.121 4.085 -0.005 0.007 -0.016
Si 10.907 10.941 4.137 -0.009 0.002 0
Si 13.581 13.634 4.076 -0.006 -0.007 -0.015
Si 1.354 14.967 16.329 0.004 -0.004 0.008
Si 4.101 1.353 16.327 0.008 -0.015 -0.001
Si 1.328 4.057 16.338 -0.009 0.011 0.009
Si 4.073 6.777 16.289 0.001 -0.005 -0.004
Si 1.344 9.511 16.311 -0.003 -0.004 0.008
Si 4.066 12.237 16.288 0.007 0.002 -0.013
Si 6.764 14.96 16.296 -0.002 -0.021 -0.001
Si 9.553 1.367 16.327 0.022 0.014 0.017
Si 6.808 4.078 16.322 -0.011 -0.008 0.003
Si 9.526 6.793 16.315 -0.007 0.005 0.003
Si 6.802 9.506 16.279 -0.002 0 0.001
Si 9.522 12.24 16.261 -0.008 0.009 -0.012
Si 12.243 14.992 16.337 0.014 -0.007 0.013
Si -1.352 1.378 16.348 -0.002 0.02 0
Si 12.257 4.092 16.338 0.009 -0.008 -0.004
Si -1.345 6.785 16.313 -0.005 0.001 0
Si 12.235 9.541 16.286 -0.018 0.01 0.005
Si -1.356 12.261 16.314 0.006 -0.002 -0.004
Si 2.751 16.3 17.677 0.011 0.016 0.005
Si 5.453 2.724 17.691 0.043 0.007 0.026
Si 2.708 5.422 17.648 0.02 -0.013 0.01
Si 5.467 8.11 17.622 0.012 0.013 0.017
Si 2.701 10.889 17.64 -0.01 0.012 0.021
Si 5.409 13.587 17.666 -0.004 -0.003 0.004
Si 8.148 16.316 17.616 -0.033 -0.005 0.032
Si 10.905 2.741 17.714 -0.006 -0.011 -0.009
Si 8.191 5.409 17.687 0.004 0.007 0.009
Si 10.86 8.206 17.638 0.014 0.005 0.017
Si 8.126 10.923 17.609 0.009 -0.011 0.008
Si 10.898 13.558 17.629 -0.013 0.002 0.005
Si 13.586 16.381 17.716 -0.027 -0.014 -0.001
Si -0.027 2.727 17.759 -0.033 0.005 0.058
Si 13.654 5.421 17.697 -0.001 -0.029 0.033
Si -0.007 8.145 17.683 0 -0.003 0.008
Si 13.606 10.887 17.648 -0.011 0.031 0.008
Si -0.031 13.634 17.697 0.027 -0.002 0.038
Si 1.391 1.325 19.029 0.006 0.003 -0.034
Si 4.038 4.065 19.028 0.006 -0.007 -0.025
Si 1.372 6.774 19.018 -0.011 -0.006 0
Si 4.107 9.501 18.916 -0.01 0.008 -0.052
Si 1.345 12.256 19.022 0.025 -0.011 -0.064
Si 4.078 14.926 19.063 -0.026 -0.004 0.007
Si 6.869 1.381 19.026 0.024 0.002 -0.044
Si 9.539 4.064 19.099 -0.028 0 0.013
Si 6.811 6.75 19.019 -0.005 0.011 -0.036
Si 9.464 9.588 18.961 0.025 -0.002 -0.034
Si 6.767 12.231 19.021 0.005 -0.011 -0.018
Si 9.474 14.886 18.909 -0.005 -0.034 -0.029
Si 12.294 1.468 19.123 0.052 0.021 0.008
Si -1.363 4.098 19.204 -0.033 0.012 -0.022
Si 12.274 6.851 18.933 0.008 0.01 -0.032
Si -1.383 9.523 19.014 0.007 0.003 -0.01
Si 12.264 12.228 19.032 0 -0.011 -0.027
Si -1.417 14.996 19.073 0.007 -0.039 -0.011
Si 0.007 16.335 20.391 -0.014 -0.027 0.053
Si 2.711 2.683 20.419 -0.009 0.005 0.043
Si 0.11 5.479 20.514 -0.046 -0.046 0.017
Si 2.773 8.144 20.269 0.013 0.013 0.026
Si -0.03 10.868 20.358 0.021 0.029 0.023
Si 2.687 13.599 20.448 -0.028 -0.017 0.072
Si 5.509 16.294 20.324 -0.007 0.015 0.045
Si 8.229 2.684 20.523 -0.002 0.01 0.054
Si 5.433 5.38 20.378 0.019 0.01 0.028
Si 8.115 8.229 20.305 -0.035 0.028 0.038
Si 5.412 10.838 20.335 0.02 0.015 0.095
Si 8.136 13.566 20.369 0.025 -0.027 0.064
Si 10.841 16.296 20.155 0.001 -0.008 -0.017
Si 13.551 2.803 20.711 0.038 0.056 0.043
Si 10.927 5.533 20.3 -0.01 -0.039 0.071
Si 13.585 8.176 20.369 -0.004 -0.016 0.055
Si 10.866 10.864 20.347 -0.018 -0.002 0.022
Si 13.558 13.61 20.458 0.001 0.002 0.039
Si 0.992 14.656 21.727 0.227 0.114 -0.789
Si 4.279 1.444 21.637 -0.152 -0.14 -0.711
Si 1.265 3.873 21.856 0.136 0.236 -0.663
Si 4.282 6.984 21.637 -0.14 -0.161 -0.737
Si 1.616 9.706 21.541 -0.168 -0.118 -0.806
Si 3.823 11.924 21.647 0.092 0.24 -0.769
Si 7.113 15.226 21.655 -0.067 -0.1 -0.738
Si 9.449 1.002 21.694 0.007 0.276 -0.676
Si 6.465 3.722 21.696 0.231 0.144 -0.805
Si 9.691 7.07 21.533 -0.055 -0.017 -0.676
Si 6.49 9.245 21.678 0.188 0.193 -0.704
Si 9.756 12.456 21.655 -0.318 -0.288 -0.635
Si 11.882 14.822 21.59 0.352 0.086 -0.725
Si -0.972 1.633 21.784 -0.286 0.011 -0.73
Si 12.458 4.689 21.867 -0.141 -0.513 -0.726
Si -1.467 6.738 21.727 0.256 0.201 -0.715
Si 11.939 9.244 21.665 0.115 0.149 -0.736
Si -1.205 12.379 21.72 -0.247 -0.178 -0.667
Si 1.27 7.94 29.103 -0.054 0.061 -0.127
Si 11.574 0.535 23.839 -0.106 0.007 -0.314
Si 0.363 7.984 23.869 -0.071 -0.076 -0.114
Si 6.826 1.113 29.196 0.072 0.075 0.053
Si -1.377 3.475 31.559 0.029 0.098 0.099
Si 1.815 14.684 24.666 -0.054 0.019 -0.024
Si -2.05 2.882 28.649 0.006 -0.01 0.052
Si 7.006 9.148 24.628 -0.1 0.018 -0.093
Si 11.77 11.858 28.918 0.03 -0.076 -0.043
Si -0.524 6.238 30.739 -0.059 0.039 0.104
Si 6.204 14.796 24.534 -0.044 -0.146 -0.039
Si 10.556 12.182 24.4 -0.014 -0.088 -0.058
Si 5.502 5.122 29.206 -0.122 -0.162 -0.051
Si -0.757 15.166 26.367 -0.005 0.031 0.009
Si 8.517 9.593 31.002 -0.093 0.059 0.095
Si 7.609 11.111 26.708 -0.021 -0.122 0.017
Si 11.827 16.846 31.738 0.105 -0.066 0.009
Si 6.926 4.112 24.749 -0.012 0.026 -0.036
Si 4.087 12.631 24.599 0.07 0.033 -0.013
Si 10.809 7.983 30.534 0.171 -0.037 0.057
Si 11.986 10.272 26.201 0.026 0.166 -0.126
Si -0.207 13.105 30.452 0.062 -0.063 0.071
Si 2.331 14.602 30.696 -0.054 0.051 0.121
Si -1.949 0.889 24.585 0.011 -0.072 0.059
Si 3.811 3.251 31.199 0.018 0.048 0.141
Si 11.387 5.621 24.709 0.136 0.11 -0.095
Si 2.553 5.745 23.995 0.044 -0.103 -0.104
Si -3.148 9.823 30.591 -0.012 0.001 0.042
Si 7.895 2.145 26.653 0.009 -0.024 -0.052
Si 10.329 3.704 26.874 -0.076 -0.039 0.045
Si -3.346 7.399 26.548 0.049 0.049 -0.097
Si 4.861 10.241 26.339 0.06 -0.058 -0.045
Si 6.067 7.871 30.642 -0.124 0.087 0.144
Si 3.393 11.75 31.119 0.152 -0.182 0.296
Si 8.663 6.486 24.29 0 0.028 -0.073
Si -2.414 14.093 28.674 0.079 -0.067 -0.089
Si 10.497 0.765 26.578 -0.026 0.183 -0.011
Si 7.91 3.754 30.37 -0.071 0.057 0.114
Si 3.878 9.386 29.125 -0.037 -0.016 0.018
Si 8.67 11.869 29.268 -0.038 -0.015 -0.014
Si 8.509 14.707 28.892 -0.111 0.001 0.035
Si -0.398 10.341 29.104 0.029 0.09 0.015
Si 4.286 4.772 26.425 0.007 0.05 -0.107
Si 3.96 0.47 24.564 -0.076 -0.111 -0.164
Si 12.438 16.802 28.749 0.027 0.023 0
Si 8.718 13.933 25.968 -0.006 -0.11 -0.087
Si -3.038 5.669 29.03 0.079 -0.046 0.052
Si 9.656 14.702 31.621 -0.054 -0.086 0.052
Si 10.59 5.195 29.55 -0.115 -0.102 0.152
Si 3.695 0.849 29.467 0.018 0.118 0.05
Si 2.964 2.131 26.731 -0.059 -0.032 0.044
Si -0.397 8.642 26.733 0.067 -0.027 0.126
Si -0.113 1.691 26.776 -0.014 -0.089 0.005
Si 13.175 11.192 23.802 0.058 -0.035 -0.052
Si 1.342 14.946 5.475 -0.008 -0.005 0.001
Si 4.115 1.346 5.477 -0.011 -0.022 -0.007
Si 1.348 4.102 5.442 -0.018 -0.015 0
Si 4.103 6.809 5.419 0.003 0.006 -0.011
Si 1.385 9.535 5.45 0.006 0.001 -0.005
Si 4.083 12.209 5.44 0.016 0.003 -0.003
Si 6.816 14.962 5.468 0 0 0.012
Si 9.533 1.351 5.426 0.005 0.002 -0.014
Si 6.831 4.094 5.42 -0.004 0.007 -0.012
Si 9.517 6.78 5.428 -0.005 -0.016 -0.005
Si 6.769 9.508 5.444 -0.011 -0.001 -0.005
Si 9.509 12.264 5.467 0.012 0.011 0.001
Si 12.227 14.974 5.446 0.008 0.012 -0.001
Si 14.959 1.367 5.457 0.002 -0.002 -0.002
Si 12.216 4.073 5.478 0.001 0.019 0.007
Si 14.966 6.821 5.47 0.004 -0.001 0
Si 12.249 9.52 5.443 -0.004 -0.005 0.01
Si 14.942 12.238 5.422 -0.002 -0.008 -0.012
Si 2.724 16.311 6.812 0.008 0 0
Si 5.468 2.737 6.799 -0.009 -0.003 -0.005
Si 2.728 5.456 6.785 -0.004 0.017 -0.007
Si 5.43 8.156 6.816 0.004 -0.001 0.011
Si 2.73 10.877 6.825 0.001 -0.012 0.001
Si 5.441 13.586 6.797 -0.005 0.011 -0.004
Si 8.173 16.332 6.81 -0.012 -0.006 -0.004
Si 10.87 2.702 6.82 0.022 -0.008 0.005
Si 8.175 5.43 6.807 0.012 -0.005 0.006
Si 10.87 8.16 6.786 -0.006 0.018 -0.008
Si 8.146 10.876 6.794 0.005 -0.003 -0.005
Si 10.879 13.616 6.817 -0.021 -0.002 0.007
Si 13.589 16.33 6.808 -0.004 0.005 0
Si 0.005 2.728 6.808 -0.003 0 -0.004
Si 13.6 5.443 6.808 0.004 -0.012 0.001
Si 0.014 8.18 6.81 -0.01 0.01 0.004
Si 13.608 10.876 6.804 0.006 -0.018 -0.003
Si -0.024 13.585 6.812 0.006 0.013 -0.004
Si 1.368 1.364 8.161 0.003 0.002 0.001
Si 4.088 4.09 8.148 -0.003 -0.007 -0.006
Si 1.368 6.805 8.159 0.004 0.002 -0.004
Si 4.077 9.511 8.18 -0.005 0.002 0.011
Si 1.355 12.239 8.167 -0.001 -0.007 -0.001
Si 4.082 14.947 8.163 -0.012 -0.014 -0.002
Si 6.809 1.368 8.166 0.014 0.003 0.008
Si 9.518 4.069 8.173 -0.019 -0.009 0.003
Si 6.808 6.796 8.158 -0.001 0.002 -0.004
Si 9.514 9.519 8.152 -0.005 -0.011 -0.002
Si 6.798 12.236 8.164 -0.006 -0.004 -0.004
Si 9.525 14.974 8.176 0.028 0.02 0.013
Si 12.242 1.362 8.178 0.002 0.005 0.005
Si 14.959 4.082 8.166 -0.002 -0.004 0.008
Si 12.236 6.807 8.155 -0.003 0.003 -0.003
Si 14.97 9.53 8.17 0.011 0.02 0.003
Si 12.24 12.239 8.158 -0.007 -0.005 -0.003
Si 14.947 14.96 8.162 -0.002 -0.005 -0.004
Si -0.003 16.323 9.512 0.002 -0.003 0
Si 2.73 2.727 9.513 -0.003 -0.002 0.004
Si 0.005 5.443 9.517 0.008 -0.001 -0.007
Si 2.717 8.155 9.534 -0.001 0.007 0.008
Si 0.002 10.885 9.534 0 -0.011 0.004
Si 2.715 13.599 9.523 -0.001 0.008 -0.001
Si 5.442 16.319 9.513 -0.008 0.004 -0.009
Si 8.16 2.72 9.537 0.009 -0.002 0.006
Si 5.445 5.44 9.519 -0.001 0.011 -0.003
Si 8.162 8.158 9.518 0 -0.001 0.003
Si 5.439 10.878 9.525 0.002 -0.003 -0.001
Si 8.16 13.603 9.52 -0.007 -0.002 -0.005
Si 10.884 16.326 9.537 0.001 0.002 0.001
Si 13.603 2.725 9.529 -0.001 -0.004 0.003
Si 10.884 5.439 9.515 0.001 -0.013 -0.005
Si 13.601 8.165 9.515 0.005 0.007 -0.002
Si 10.876 10.879 9.513 0.004 0 -0.004
Si 13.594 13.6 9.525 -0.003 0 0
Si 1.353 14.964 10.876 0.005 0 -0.003
Si 4.084 1.361 10.874 0.001 -0.005 0
Si 1.364 4.081 10.876 0 0 0.002
Si 4.084 6.792 10.882 -0.003 -0.003 -0.006
Si 1.356 9.517 10.888 -0.002 0.003 0.003
Si 4.075 12.239 10.879 -0.003 -0.011 -0.002
Si 6.8 14.963 10.879 0.003 0.004 0.001
Si 9.526 1.367 10.892 -0.003 0 0.002
Si 6.797 4.08 10.888 -0.004 -0.009 0.001
Si 9.522 6.794 10.873 0.006 0.003 -0.008
Si 6.8 9.516 10.877 -0.005 0.004 0.001
Si 9.521 12.241 10.876 0.007 0.001 0.003
Si 12.243 14.964 10.888 -0.008 0.002 0.002
Si -1.354 1.362 10.881 0.001 -0.002 -0.003
Si 12.241 4.085 10.883 0.008 0.005 0.004
Si -1.359 6.802 10.875 -0.003 -0.001 0.003
Si 12.242 9.526 10.874 -0.01 -0.003 -0.001
Si -1.362 12.247 10.885 0.012 0.004 0
Si 2.712 16.327 12.229 -0.005 -0.004 -0.008
Si 5.439 2.715 12.246 -0.006 -0.003 0.004
Si 2.725 5.432 12.241 0.008 0.006 0
Si 5.44 8.156 12.236 0.002 0 0
Si 2.715 10.88 12.238 0.001 -0.002 0.004
Si 5.434 13.602 12.234 -0.011 0.001 0
Si 8.16 16.325 12.238 0.012 0.004 -0.009
Si 10.887 2.727 12.25 -0.006 -0.008 -0.003
Si 8.166 5.437 12.239 0.001 0.011 0.003
Si 10.888 8.153 12.225 -0.001 -0.001 -0.003
Si 8.16 10.878 12.23 -0.004 -0.005 -0.001
Si 10.877 13.607 12.238 0.006 0.001 0.002
Si 13.607 16.326 12.243 0.004 -0.001 -0.002
Si 0.004 2.722 12.241 0.004 -0.004 0.003
Si 13.606 5.441 12.237 -0.006 -0.007 0.002
Si -0.005 8.158 12.244 0.004 0.005 0.001
Si 13.598 10.886 12.241 0 0.002 0.003
Si -0.004 13.609 12.244 -0.004 0.006 0.006
Si 1.363 1.363 13.604 0.004 -0.005 -0.002
Si 4.072 4.064 13.609 -0.004 0 0.004
Si 1.361 6.792 13.593 0 -0.002 -0.007
Si 4.072 9.514 13.589 -0.002 0.007 -0.001
Si 1.353 12.24 13.595 0.012 -0.002 -0.003
Si 4.064 14.963 13.584 -0.005 0.012 -0.005
Si 6.81 1.363 13.604 0.003 -0.019 -0.002
Si 9.528 4.085 13.609 0.011 -0.006 0.002
Si 6.799 6.793 13.59 -0.004 0.01 -0.002
Si 9.523 9.508 13.574 0.023 -0.011 -0.006
Si 6.797 12.239 13.587 0.005 -0.004 0.008
Si 9.519 14.971 13.596 -0.014 0.007 0.001
Si 12.252 1.367 13.604 0.011 0.001 -0.008
Si -1.362 4.078 13.6 0.002 0.005 -0.001
Si 12.247 6.801 13.594 -0.009 0.009 -0.003
Si -1.366 9.52 13.601 -0.002 -0.003 0
Si 12.246 12.261 13.596 -0.024 0.005 0.001
Si -1.353 14.976 13.61 -0.001 -0.004 0.003
Si 0.003 16.338 14.976 0.007 0.005 -0.001
Si 2.713 2.709 14.983 0.003 -0.005 0.007
Si 0.008 5.429 14.953 -0.009 -0.004 -0.003
Si 2.713 8.156 14.95 -0.001 -0.001 0.006
Si -0.009 10.884 14.956 0.009 0.007 -0.002
Si 2.704 13.609 14.95 -0.002 -0.009 0.005
Si 5.426 16.32 14.935 0 0.008 -0.004
Si 8.176 2.72 14.97 -0.011 -0.005 0.002
Si 5.446 5.425 14.947 0.013 0.01 -0.008
Si 8.171 8.147 14.939 0.005 0.008 0.007
Si 5.433 10.874 14.938 -0.013 -0.008 0.001
Si 8.147 13.613 14.941 0.019 0.002 -0.004
Si 10.889 16.327 14.954 -0.011 -0.013 -0.007
Si 13.605 2.722 14.974 -0.013 -0.006 -0.001
Si 10.898 5.443 14.964 0.012 0.01 -0.001
Si 13.602 8.153 14.962 -0.003 -0.005 0.006
Si 10.879 10.879 14.915 0 0.002 -0.005
Si 13.601 13.627 14.968 0.006 0.011 0.001
O 5.448 16.202 24.778 0.498 0.156 0.211
O 4.495 12.328 23.067 0.484 -0.02 -0.066
O -0.13 12.586 31.994 -0.005 -0.621 -0.01
O -0.974 7.455 23.114 -0.1 0.34 0.351
O 5.405 8.084 22.08 -0.093 -0.16 0.205
O 9.518 11.864 23.178 -0.533 -0.217 0.285
O 2.78 4.107 32.109 -0.047 -0.115 -0.369
O -1.866 15.752 25.317 -0.348 -0.266 -0.321
O 8.268 16.281 22.187 -0.087 0.146 0.143
O 1.99 4.405 23.238 0.261 -0.146 0.257
O 3.804 8.904 33.075 -0.126 0.083 -0.491
O 5.523 9.156 25.312 -0.34 -0.58 -0.213
O 7.905 12.574 26.165 -0.09 -0.101 -0.078
O -1.294 0.764 23.119 0.127 -0.517 0.001
O 7.533 15.977 29.082 -0.026 0.019 -0.148
O 10.554 7.569 32.07 -0.337 -0.12 0.013
O -0.559 2.342 32.324 0.112 -0.112 -0.366
O 2.879 13.114 30.455 -0.161 0.1 -0.59
O 5.214 9.029 29.936 0.337 0.572 -0.17
O 12.852 1.411 24.334 -0.201 0.399 0.198
O 6.954 4.4 29.229 0.108 -0.008 -0.488
O 2.611 13.285 24.629 -0.469 -0.394 -0.183
O 5.758 6.536 29.867 -0.082 -0.004 -0.261
O 2.861 8.127 29.252 0.157 -0.587 -0.069
O 9.464 4.237 30.214 0.159 -0.276 0.058
O 9.943 9.322 30.307 0.106 0.252 -0.559
O 6.832 4.284 23.16 0.224 0.202 0.117
O 2.622 14.995 32.239 0.362 -0.171 0.037
O 12.056 12.374 23.778 0.105 0.588 -0.081
O 1.453 15.202 23.18 -0.034 0.569 0.186
O 1.242 6.009 33.155 -0.03 0.164 -0.341
O -1.806 7.864 26.636 -0.086 -0.02 -0.269
O 10.857 16.353 25.19 -0.339 -0.496 0.297
O 10.736 15.745 32.175 -0.113 -0.14 0.596
O -2.734 9.822 32.153 0.524 -0.109 0.033
O 10.067 13.246 32.209 -0.206 -0.188 -0.519
O 1.105 9.007 22.895 0.191 0.068 0.263
O 4.003 9.567 27.518 -0.356 -0.07 -0.257
O 3.231 5.53 25.448 -0.066 0.305 0.357
O 12.189 15.62 22.984 0.289 -0.034 0.34
O -0.492 10.081 27.495 -0.18 0.682 -0.512
O 8.455 10.845 28.036 0.227 -0.44 -0.075
O 6.514 0.641 33.005 0.062 -0.029 -0.584
O 6.694 11.351 33.212 0.067 -0.026 -0.209
O 11.868 11.514 33.131 -0.094 -0.201 -0.142
O -2.523 5.574 22.14 0.053 0.056 0.542
O 3.701 0.737 22.989 -0.306 -0.1 0.058
O 0.761 14.41 30.311 -0.322 0.452 -0.373
O 10.238 12.242 29.218 0.08 0.623 0.209
O 5.258 13.622 25.138 -0.013 0.102 0.275
O 0.817 6.643 29.941 0.263 -0.213 -0.18
O 2.845 15.805 25.209 0.107 0.134 0.534
O 3.816 1.832 25.392 0.389 0.324 -0.206
O 12.608 9.9 22.998 0.039 -0.252 0.277
O 2.426 10.995 32.211 -0.468 0.048 -0.265
O -4.234 5.928 33.252 0.186 0.095 -0.467
O -2.834 15.613 28.926 0.357 0.157 0.332
O 7.678 14.887 25.184 0.274 0.6 0.185
O 10.468 1.357 22.953 -0.061 0.39 0.102
O 12.698 6.316 25.359 0.334 0.011 0.014
O 10.215 6.775 29.628 -0.502 0.126 -0.283
O -1.104 1.923 25.504 0.062 0.436 -0.283
O 8.199 15.13 32.17 -0.31 -0.248 -0.272
O -1.614 14.321 33.139 0.026 -0.091 -0.26
O 9.381 3.283 33.162 0.2 0.023 -0.461
O 11.682 4.888 23.289 -0.172 -0.132 0.213
O 9.673 14.825 30.017 0.462 0.126 -0.32
O -0.707 7.217 32.031 -0.471 0.405 -0.311
O 3.65 6.412 23.016 0.156 0.03 0.368
O 10.203 6.743 24.725 0.246 0.537 0.165
O 1.39 2.099 26.396 0.009 0.156 -0.216
O -2.498 4.371 28.223 0.107 0.042 -0.5
O -0.386 4.687 31.165 0.617 -0.204 -0.208
O 7.814 13.253 29.158 -0.681 0.05 -0.053
O 3.441 3.602 27.14 -0.006 0.209 0.362
O 0.103 11.831 29.482 0.156 0.214 -0.198
O 8.058 5.218 25.094 0.188 -0.023 0.719
O 10.7 10.91 25.414 -0.43 -0.206 -0.054
O 7.353 2.604 25.196 0.055 -0.59 -0.119
O 8.799 6.307 22.679 -0.365 -0.641 -0.082
O 7.959 10.042 25.566 0.675 0.102 -0.075
O -2.567 4.046 32.472 -0.388 -0.014 -0.352
O 10.065 13.53 25.158 0.444 0.519 -0.02
O 11.428 1.874 32.496 0.333 0.309 -0.258
O -3.084 16.263 32.259 0.429 -0.027 -0.258
O 8.881 0.867 26.61 -0.197 -0.519 -0.091
O -3.002 10.739 25.357 0.406 0.073 0.431
O 5.766 7.532 32.19 0.446 -0.052 -0.036
O 6.388 14.558 22.946 -0.347 -0.626 -0.034
O 0.652 9.293 29.737 0.198 0.24 0.741
O -1.827 6.398 29.806 -0.115 0.498 0.162
O 8.563 9.552 32.612 0.254 -0.466 0.098
O 7.473 4.324 31.85 -0.552 0.145 -0.246
O 12.339 8.458 30.277 0.021 -0.352 -0.397
O 12.595 13.178 28.485 -0.191 0.198 -0.205
O 4.904 2.583 32.197 0.351 0.134 -0.299
O -0.596 2.604 28.009 0.52 0.442 0.186
O 6.997 9.786 23.135 0.292 0.354 0.021
O 11.815 0.854 30.18 -0.255 0.49 -0.084
O 0.71 7.788 27.58 0.024 -0.26 -0.368
O 1.074 16.892 33.163 -0.101 0.146 -0.542
O 12.657 6.707 27.968 -0.363 0.186 0.285
O 12.333 11.162 30.257 -0.374 0.459 0.578
O 7.579 8.384 30.509 0.409 -0.355 -0.096
O 0.106 2.784 22.259 -0.206 0.043 0.092
O 2.676 10.833 22.043 -0.104 0.188 0.544
O 6.048 11.035 27.085 -0.168 0.353 0.381
O -1.438 14.084 27.364 0.29 -0.321 0.01
O 5.522 4.392 25.468 0.105 -0.272 -0.005
O 4.719 12.238 31.944 0.004 0.018 -0.582
O 10.81 8.138 22.139 0.053 -0.016 0.69
O -0.093 13.495 22.132 0.155 0.02 0.516
O -3.08 1.748 28.148 -0.032 0.042 -0.29
O 11.95 10.813 27.706 0.177 -0.391 0.232
O 7.637 7.68 24.594 -0.39 -0.245 0.27
O 9.107 14.604 27.386 0.646 0.36 0.046
O 11.998 8.664 26.289 -0.509 -0.28 -0.222
O 4.493 4.216 30.097 0.069 -0.12 -0.16
O 5.372 2.57 22.078 0.124 -0.007 0.225
O 10.688 13.77 21.922 -0.145 -0.045 -0.012
O 10.75 4.408 25.521 -0.164 -0.413 -0.209
O 8.127 11.101 30.576 -0.484 0.261 0.262
O 11.234 16.318 27.788 -0.17 -0.495 0.095
O 8.766 3.41 27.173 -0.26 0.349 0.327
O -1.789 11.721 23.11 0.047 0.044 0.459
O 10.798 4.666 28.051 0.397 0.274 -0.101
O 3.461 10.774 29.833 -0.33 0.086 -0.234
O 6.731 1.787 27.711 -0.58 0.068 -0.118
O 7.678 2.13 30.177 0.081 -0.183 0.323
O 5.306 0.868 29.685 0.171 -0.022 0.098
O -0.188 16.443 27.196 0.045 -0.017 0.672
O 0.495 14.511 25.574 0.147 -0.606 -0.092
O -1.832 9.918 29.69 -0.03 -0.308 -0.254
O 3.081 2.019 30.424 -0.435 -0.174 0.163
O 3.988 11.291 25.485 -0.31 -0.229 -0.089
O 1.299 6.725 24.207 -0.262 -0.105 0.247
O 0.071 8.818 25.208 -0.137 0.297 -0.025
O 3.318 1.116 27.926 0.057 -0.489 -0.208
O -1.996 2.79 30.252 -0.165 -0.498 0.206
O 12.134 5.186 30.101 0.226 -0.077 0.493
O 4.938 5.489 27.727 -0.043 0.574 0.064
O 3.061 15.725 29.808 -0.002 -0.094 -0.232
O -1.677 13.582 30.013 -0.312 -0.194 0.314
O 11.048 2.273 26.728 0.641 0.034 -0.168

Results
total energy: -101653.817 eV
total energy less fixed offsets of O -438.35, Si -107.03 eV per atom: -0.617 eV
